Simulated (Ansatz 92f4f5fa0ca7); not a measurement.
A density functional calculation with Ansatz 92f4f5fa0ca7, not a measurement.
Periodic cell of 256 atoms, Si144O112, from a study of silicon, its oxide and their interface. The atomic structure is a simulated model.
This geometry differs little from another in the collection (a relaxation step or a small displacement).

Settings: functional r2SCAN; potential files Ansatz PAW; basis plane waves; wave-function cutoff 800 eV; density cutoff ratio 5; exchange-correlation grid ratio 1; k mesh 1 x 1 x 1, shifted by 0.5 0.5 0 of a step; self-consistency stop 1e-10 eV per atom in the density residual; occupations fixed; spin none; net charge 0.

Cell vectors (angstrom)
a 10.88 0 0
b 0 10.88 0
c 5.3059 4.7917 37.9157

Atoms: element, x, y, z (angstrom)
Si 1.6494 -1.5961 0.1682
Si 4.3441 1.0807 0.1306
Si 1.142 4.3548 0.0441
Si 3.813 -3.8125 0.1251
Si -4.3545 -1.1292 0.1122
Si -1.6328 1.6502 0.0722
Si 7 3.8198 0.0197
Si -1.1102 -4.3625 0.0655
Si 2.7815 -0.0382 1.4738
Si 5.4744 2.6871 1.3982
Si 2.6796 -5.4021 1.4122
Si 5.3973 -2.6877 1.4413
Si -2.7497 0.0368 1.3727
Si -0.0177 2.7668 1.3599
Si 8.1658 5.3919 1.3536
Si 0.0164 -2.7601 1.3784
Si 1.3536 1.3705 2.6931
Si 4.0792 4.0787 2.6917
Si 1.3435 -4.0739 2.8158
Si 4.0931 -1.3659 2.8747
Si 6.8079 1.3598 2.8093
Si 9.5141 4.0825 2.7804
Si 6.8068 6.7881 2.6902
Si -1.3621 -1.3575 2.6794
Si 0.0002 -0.0003 4.055
Si 2.7177 2.7224 4.0589
Si -0.0185 5.442 4.1371
Si 2.7073 -2.7265 4.1677
Si 5.455 0.0097 4.17
Si 8.1707 2.7224 4.1372
Si 5.443 5.4346 4.0598
Si 8.1616 -2.7208 4.0534
Si 1.3443 -1.3958 10.8204
Si 4.1159 1.3523 10.8412
Si 1.3495 4.085 10.8702
Si 4.0875 -4.0687 10.8798
Si 6.813 -1.3322 10.9375
Si -1.3895 1.3353 10.9034
Si 6.8151 4.0618 10.83
Si -1.3603 6.8305 10.8488
Si 2.7427 -0.058 12.1085
Si 5.5057 2.6842 12.2023
Si 2.7121 5.4545 12.211
Si 5.4411 -2.7091 12.262
Si -2.7154 0.007 12.3592
Si -0.0181 2.708 12.207
Si 8.1335 5.4741 12.153
Si -0.021 -2.6952 12.2307
Si 1.3914 1.2922 13.4342
Si 4.1311 4.0941 13.4737
Si 1.3501 -4.0691 13.5634
Si 4.0363 -1.376 13.5781
Si -4.0909 1.356 13.7342
Si -1.401 4.1067 13.4894
Si 6.807 -4.0656 13.6001
Si -1.3374 -1.36 13.7191
Si 0.3579 -0.2044 14.9053
Si 2.9823 2.461 14.638
Si -0.2437 -5.2399 14.8008
Si 2.4756 -2.518 14.9195
Si 5.0906 0.1962 14.9464
Si -2.9912 3.1165 14.8784
Si 5.6 5.2682 14.8817
Si -2.4675 -3.0291 14.9794
Si 2.7733 -1.1738 -6.1951
Si -2.4914 4.749 -10.415
Si 6.1312 -1.4789 -9.1293
Si 4.7103 -1.842 22.2135
Si 5.8774 -0.4969 -6.1153
Si -1.123 -2.2876 24.2739
Si 1.6421 0.5188 -8.5958
Si 1.1401 -4.6495 20.7253
Si -2.5998 4.0703 19.9589
Si -2.1801 2.7504 22.6518
Si 3.7221 -4.4247 17.1112
Si 3.9432 -0.1297 19.9397
Si -1.9933 -3.9519 20.3437
Si 1.1155 0.7911 20.1945
Si -0.5625 0.2914 17.7441
Si -2.1269 -3.1648 -9.5878
Si 6.0423 -0.0223 17.7825
Si 3.6068 -2.6855 24.9761
Si 0.9267 -4.1599 24.8467
Si 2.5625 2.5113 -2.0822
Si 7.8756 -4.3421 -7.011
Si 3.5409 2.6823 -8.6655
Si 5.0249 -0.2307 -11.6995
Si 8.0982 2.2537 17.697
Si 3.4858 -3.026 19.7442
Si 2.5244 4.936 23.1982
Si 7.8293 -3.0509 -2.0628
Si -2.592 -2.0882 -4.9379
Si 0.8439 -2.1449 -10.016
Si -2.6323 -2.0361 17.8856
Si 5.6673 2.4428 -6.527
Si 5.3231 4.4056 -10.6419
Si 1.5597 4.2029 16.8558
Si 2.2809 -3.8381 -7.6932
Si -0.1128 2.1212 -6.6188
Si 5.336 -5.1505 24.112
Si 0.3299 0.3312 -1.9999
Si -2.5693 3.7131 -7.5121
Si -0.4399 0.3696 22.7012
Si 7.3931 3.6768 25.3514
Si 0.4784 2.9547 23.7674
Si 5.0998 -4.2025 -8.6604
Si 4.0638 4.0614 -4.3881
Si 0.0152 -0.467 -4.8748
Si 0.4661 3.5938 19.5124
Si 1.9189 4.4148 -6.6294
Si 5.5685 -5.2243 -2.1193
Si 7.2962 -3.1399 22.889
Si 1.3419 -1.3405 5.4686
Si 4.0622 1.3791 5.4645
Si 1.3659 4.0667 5.4402
Si 4.0944 6.778 5.4568
Si 6.8216 -1.3792 5.4596
Si -1.3398 1.3484 5.4489
Si 6.7917 4.0931 5.457
Si 9.5012 6.8156 5.4597
Si 2.7126 0.0115 6.825
Si 5.4327 2.7306 6.8131
Si 2.7247 5.4193 6.794
Si 5.4498 -2.7345 6.8088
Si -2.702 -0.0086 6.7966
Si 0.0179 2.7107 6.8038
Si 8.1483 5.4523 6.8213
Si -0.0144 -2.7103 6.8159
Si 1.3552 1.3638 8.186
Si 4.0718 4.0818 8.1685
Si 1.3652 6.7861 8.134
Si 4.0914 -1.364 8.1553
Si 6.8112 1.3529 8.1378
Si -1.3498 4.0748 8.1469
Si 6.7957 -4.0732 8.1894
Si -1.3691 -1.3526 8.1718
Si -0.0176 0.0002 9.5263
Si 2.7249 2.7224 9.5293
Si -0.0011 5.4472 9.5049
Si 2.7253 -2.742 9.4885
Si 5.4719 -0.0089 9.5081
Si 8.1768 2.7018 9.4966
Si 5.4293 5.4341 9.5233
Si 8.146 -2.6884 9.5361
O 7.8071 -2.6538 16.4534
O 3.419 -1.4938 19.2502
O 4.3274 -0.9113 -5.745
O -1.6219 2.5783 -6.9071
O 1.3956 1.4601 -2.4446
O -1.3285 -4.144 15.3269
O 8.1316 2.7311 -0.4779
O 6.7104 4.161 15.331
O 3.0663 -3.1971 16.2814
O 5.1487 -4.9826 -10.0645
O -0.2328 -0.4143 -3.2953
O 4.5404 -0.4519 21.411
O 7.5541 -2.0626 -9.6726
O 2.2406 3.1685 15.8697
O 7.1516 -1.8749 -1.1901
O -1.5454 1.4343 18.3461
O 4.46 -4.5107 -1.1916
O 3.4232 -0.3892 -11.9646
O 0.0152 5.4398 -0.4718
O 4.9719 -5.0014 16.2631
O -0.9243 0.9969 -1.2386
O 1.8849 3.4437 23.0953
O 3.6703 1.7786 -1.1721
O 2.9555 4.6678 -5.4049
O 1.4098 -1.3669 15.4028
O 7.5113 3.3424 18.7395
O -0.0609 0.6369 16.2464
O 6.2762 -0.8315 -7.6582
O 6.3904 -4.4704 -7.7008
O 7.9489 3.3361 21.3569
O 4.4965 3.3703 -9.7412
O 1.532 -2.199 -11.4857
O 1.9024 3.7577 -1.2795
O 0.3382 4.9831 16.1657
O 6.9569 -1.1961 -5.1451
O -2.5047 -4.5046 -10.427
O 0.4702 -0.0404 21.4205
O -0.9002 -1.0076 23.3457
O -2.2346 2.8375 16.2988
O -1.3631 -1.0913 17.6133
O 4.1917 -3.9064 18.5792
O 4.0262 1.3893 15.2964
O 6.7971 3.1405 -7.4543
O 6.9058 4.1413 -10.604
O -0.7731 3.5503 22.8926
O 6.2503 -1.9414 22.66
O -1.8343 -3.7262 -1.2447
O 2.6635 1.5127 -9.3718
O 7.9363 -3.4759 -5.6756
O 2.6405 5.2851 17.358
O 4.6046 -3.9748 24.9767
O 2.0335 -3.0208 25.0798
O -1.7932 1.2033 22.3476
O 2.7241 -2.7003 -0.4071
O 6.9707 -1.1884 18.424
O 1.9011 -4.8816 22.1398
O -2.1515 -3.0917 18.9933
O 1.3691 4.8106 20.0147
O 4.1473 4.9595 23.2791
O 2.5043 -0.2199 -7.4582
O -1.1841 -1.4238 -5.4606
O 6.9115 1.2462 17.3221
O 3.7014 -4.5757 -7.9675
O 7.7739 2.9091 23.9701
O -0.1115 -3.475 23.797
O 4.4394 2.0416 -7.4903
O 0.6498 0.154 18.7879
O 1.9572 -3.5025 19.9516
O -2.6129 -3.1878 21.6103
O 3.8258 -1.8902 23.5738
O -1.0555 4.0442 19.5421
O 1.0286 -0.7955 -1.0954
O 1.5667 -0.9163 -5.1282
O 5.4913 1.3097 -11.9566
O 5.3818 -0.5357 16.3918
O -2.5191 5.056 -6.6153
O 6.7239 -4.1563 -2.4788
O -2.4165 -2.3967 -3.3762
O 7.9464 -5.2515 20.1197
O 0.4801 1.4323 -7.9529
O 1.8889 -5.4191 24.572
O 5.2101 3.3995 -5.313
O 0.4239 1.3318 23.701
O 4.7693 4.2703 -12.1379
O 1.3411 -5.0128 -7.0831
O 6.4336 -4.4989 23.1054
O 0.972 -0.6007 -9.5343
O 0.971 3.271 18.0275
O -0.4331 -4.2603 20.7018
O 0.7456 3.4119 -6.1476
O -1.4703 4.284 -11.5951
O 3.2945 3.0059 -3.4295
O 5.4329 -0.0216 -0.4226
O 2.5697 3.7489 -7.9524
O 4.2958 -3.0399 21.1656
O 6.1498 1.0683 -5.8601
O -1.9833 -3.629 -8.0465
O 0.227 3.4592 25.2905
O 5.0219 0.4943 18.9212
O 5.0282 -2.6426 -9.008
O -2.0344 4.1272 -8.989
O -0.1498 1.0248 -5.4531
O 0.6044 2.297 20.4353
O 2.5935 -2.7175 -6.5913
O 6.2514 4.4177 -1.3137
O 1.6052 -3.1621 -9.0041
O 6.1741 4.7216 25.0633
O -0.7282 -2.5385 -10.0984
O -2.6502 -2.8152 24.1708
O 4.8149 5.1573 -3.4609
O 2.7185 0.8732 20.1762
O 5.4779 -0.4455 -10.1668

Results
free energy: -155994.241 eV
free energy less fixed offsets of O -570.45, Si -639.56 eV per atom: -7.201 eV

Forces (eV/angstrom), in the order of the atoms: element, x, y, z
Si -0.0021 0.0056 -0.0305
Si -0.0051 0.0032 -0.0307
Si 0.0044 -0.0042 -0.0318
Si 0.004 -0.0044 -0.0308
Si 0.0019 -0.005 -0.0305
Si 0.0046 -0.0039 -0.0356
Si -0.0052 0.0036 -0.0324
Si -0.0052 0.003 -0.0343
Si 0.0021 -0.0005 0.0026
Si 0.0003 -0.001 0.0028
Si -0.0011 -0.0003 0.0031
Si -0.0013 0.0014 0.0055
Si -0.0018 0.0004 0.0038
Si -0.0015 0.0025 0.0058
Si 0.0004 -0.0027 0.0053
Si 0.0001 -0.0016 0.0031
Si 0.0001 0.0005 0.0002
Si -0.0009 -0.0005 -0.0007
Si -0.0004 -0.0004 -0.001
Si -0.0003 0.0002 0.0007
Si -0.001 -0.0002 -0.0004
Si -0.0002 0.0005 0.0015
Si -0.0008 -0.0002 0.0005
Si -0.0008 -0.0004 0.0003
Si -0.0001 -0.0001 -0.0018
Si -0.0004 -0.0012 -0.0014
Si -0.0002 -0.0004 -0.0006
Si 0.0004 0.0001 0.0007
Si -0.0007 -0.0002 0.001
Si 0.0003 -0.0001 -0.001
Si -0.0002 0.0006 -0.0017
Si -0.0009 -0.0005 -0.0017
Si 0.0011 -0.0008 -0.0005
Si -0.0003 -0.0019 0.0016
Si -0.0001 0.0001 0
Si -0.0007 -0.0001 -0.0008
Si -0.0004 -0.0007 -0.0005
Si -0.0002 -0.0002 -0.0016
Si 0.0009 -0.0001 0
Si -0.0007 -0.0006 0.0014
Si -0.0008 -0.0014 -0.0028
Si 0.0001 -0.0001 -0.0017
Si 0.0008 -0.0006 -0.0025
Si 0.0003 -0.0002 -0.0001
Si 0.0006 -0.0004 0.0002
Si 0.0001 -0.0009 -0.0028
Si 0.0006 -0.0018 -0.0008
Si 0.0003 0.0001 -0.0036
Si -0.002 -0.0005 0.0019
Si -0.0005 0.0015 0.0029
Si 0.0022 -0.0009 0.0028
Si 0.0014 -0.0014 0.0032
Si 0.0013 -0.0005 0.0005
Si -0.0003 -0.0031 0.0059
Si -0.0011 0.0002 0.0024
Si 0.0001 0.0009 0.0013
Si 0.0017 -0.0052 -0.0136
Si -0.0001 -0.0017 -0.0122
Si -0.0029 0.0026 -0.0121
Si -0.0022 0.0011 -0.0105
Si -0.001 0.0034 -0.0159
Si -0.0037 0.0009 -0.0167
Si 0.0041 -0.0018 -0.0145
Si 0.0018 -0.0025 -0.0165
Si -0.0004 0.0047 -0.006
Si 0.0039 0.0061 0.0232
Si 0.014 0.0055 0.0144
Si 0.0055 -0.0023 0.0275
Si 0.0008 -0.0056 -0.0068
Si 0.0071 0.001 0.0275
Si 0.0017 -0.0013 0.0122
Si 0.0025 -0.0022 0.017
Si -0.0063 0.0058 0.0155
Si 0.0074 0.0004 0.0261
Si -0.0015 -0.0012 -0.0106
Si -0.0021 0.0001 0.0132
Si -0.0018 -0.0004 0.0151
Si -0.0018 -0.0015 0.0131
Si -0.0024 -0.0019 -0.0049
Si -0.0022 -0.0008 0.015
Si 0.0005 -0.0022 -0.0045
Si 0.0004 -0.003 0.0301
Si -0.0024 -0.0009 0.0199
Si -0.0016 0.0026 -0.0528
Si 0.001 0.0017 0.0028
Si -0.0018 -0.0021 0.0175
Si 0.0018 -0.0011 0.0284
Si 0.007 0.0014 -0.0011
Si -0.0022 0.0007 0.0157
Si 0.0053 -0.0065 0.0277
Si 0.0041 0.0025 -0.055
Si -0.0029 0.0057 -0.025
Si 0.0025 -0.0023 0.0186
Si 0.0026 -0.0018 -0.0069
Si -0.0026 0.0047 -0.0057
Si -0.0073 0.0019 0.0272
Si 0.0027 0.0037 -0.0146
Si -0.0007 -0.003 0.002
Si -0.001 0.004 -0.0033
Si -0.0015 -0.0018 0.0239
Si -0.0042 0.0053 -0.0561
Si 0.0003 -0.0021 0.0046
Si -0.0036 0.0027 0.0287
Si 0.0007 0.001 0.0323
Si 0 0.0051 0.0254
Si 0 -0.0128 0.0156
Si 0 -0.0035 -0.04
Si -0.0004 -0.0063 -0.0127
Si -0.0003 0.0049 0.0141
Si 0.0019 0.0006 -0.0095
Si -0.003 -0.0025 -0.0513
Si -0.0037 -0.0051 0.0255
Si 0.0005 -0.0009 -0.001
Si 0.0006 -0.0005 -0.001
Si -0.0003 0.0006 -0.0005
Si -0.0008 0.0002 -0.0009
Si -0.0009 0.0007 -0.0011
Si -0.0011 0 -0.0005
Si -0.0003 -0.0011 -0.0007
Si 0.0004 -0.0005 -0.0009
Si -0.0004 -0.0008 -0.0008
Si -0.0002 -0.0005 -0.0008
Si -0.0001 -0.0003 -0.0006
Si -0.0004 -0.0004 -0.0008
Si -0.0002 -0.0006 -0.0006
Si -0.0003 -0.0004 -0.0009
Si -0.0002 -0.0007 -0.0012
Si 0.0001 -0.0001 -0.0008
Si 0.0001 -0.0007 -0.0003
Si 0 -0.0006 -0.0009
Si -0.0006 -0.0002 -0.001
Si -0.0002 0.0003 -0.0003
Si -0.0009 -0.0005 -0.001
Si -0.0006 0.0001 -0.0011
Si 0.0003 -0.0003 -0.0003
Si -0.0002 -0.0007 -0.0007
Si -0.0004 -0.0004 -0.0001
Si -0.0002 0.0003 -0.0002
Si 0.0008 -0.0008 -0.0012
Si -0.0002 -0.0014 -0.0015
Si 0.0009 -0.0008 -0.0005
Si -0.0002 -0.0015 -0.001
Si -0.0008 -0.0001 0
Si 0 0.0009 0
O -0.0056 0.0015 0.0152
O 0.0023 0.0017 -0.0058
O -0.0016 0.0014 0.0037
O 0.0006 0.0004 0.0009
O 0.0013 0.0002 0.0142
O -0.0008 0.0003 0.0036
O -0.0024 0.0009 0.0137
O 0.0006 -0.0014 0.0032
O 0.0048 -0.0088 0.0148
O -0.0008 -0.0104 -0.0151
O 0.0026 0.0068 0.0259
O -0.0036 0.0038 -0.0111
O 0.0026 0.0006 -0.0064
O -0.0027 0.0078 0.0144
O -0.0122 0.0193 0.0424
O 0.0008 -0.0049 0.0001
O -0.0187 0.0126 0.0399
O -0.0017 -0.0002 -0.0103
O 0.0003 -0.0001 0.0136
O -0.0055 0.0038 0.0128
O -0.0154 0.0111 0.0376
O 0.0047 -0.001 -0.01
O 0.0192 -0.0146 0.0425
O 0.0079 0.0017 0.0064
O 0.0004 -0.0007 0.0038
O -0.0094 -0.0013 -0.0032
O -0.0021 0.0069 0.0118
O -0.0005 0.0005 -0.0004
O 0.0004 0.001 0.0005
O -0.0024 0.0028 -0.0162
O 0.012 0.0059 -0.0142
O 0.0048 0.0044 -0.0145
O -0.0137 0.0148 0.0389
O 0.0081 -0.0046 0.014
O 0.0025 -0.0013 0.0062
O -0.0005 -0.0055 -0.0089
O 0.0058 -0.0011 -0.0138
O -0.0023 0.0031 -0.0081
O 0.0034 -0.0022 0.0153
O -0.0019 0.0001 -0.0017
O 0.0036 -0.0022 0.0016
O 0.0014 -0.0011 0.0029
O 0.0012 0.0022 0.0004
O -0.0024 -0.0051 -0.0142
O -0.0052 -0.0015 -0.0069
O -0.0015 0.0055 -0.0172
O 0.0168 -0.0114 0.0376
O 0.0028 0.0008 -0.0061
O 0.0004 -0.0068 -0.0085
O 0.0004 -0.0015 -0.0011
O 0.0013 0.0007 -0.0107
O -0.003 0.0008 -0.0028
O 0.0008 0.0002 -0.0089
O -0.002 -0.0001 0.0145
O -0.0009 0.0048 0.0006
O -0.0067 0.0062 -0.0211
O 0.0024 0.0003 -0.0042
O -0.0062 -0.009 -0.0191
O -0.0042 0.0009 -0.0093
O -0.0063 0.0021 0.0015
O 0.0012 0.0026 0.0111
O -0.0006 -0.0041 -0.0002
O 0.0039 0.0029 -0.0034
O 0.0053 -0.0021 -0.0175
O -0.0026 0.0016 -0.0123
O -0.0039 0.0025 -0.0059
O -0.0019 -0.0021 -0.0019
O 0.0055 0.0031 -0.0079
O 0.0065 -0.0014 -0.0163
O 0.008 0.0038 -0.0199
O 0.0065 -0.0004 -0.0122
O 0.016 -0.0257 0.0432
O -0.0053 -0.0014 0.0094
O 0.0036 0.0077 -0.0117
O 0.0014 -0.0036 0.0138
O -0.0008 0.0037 0.001
O -0.0015 -0.002 0.0119
O -0.0069 -0.0079 0.03
O 0.0057 -0.0021 -0.0062
O -0.0032 0.0053 -0.0088
O 0.0031 -0.0028 -0.0099
O -0.007 0.0058 0.0078
O -0.0023 -0.0029 -0.0105
O -0.0056 -0.0015 -0.0204
O 0.0032 0.0009 -0.0005
O 0.0078 0.0047 -0.0124
O 0.0006 -0.0026 -0.0057
O 0.0021 -0.008 -0.0023
O 0.002 -0.0027 -0.0065
O -0.0004 -0.0007 -0.0011
O 0.0031 -0.002 -0.0129
O -0.0096 -0.0079 0.023
O 0.0017 0 0.0181
O -0.0012 0.0022 -0.001
O -0.0012 -0.0016 -0.0115
O 0.0037 0.0037 0.0027
O -0.0013 0.0011 -0.0055
O 0.0029 -0.0022 -0.0158
O -0.0004 0.0034 -0.0021
O -0.0162 -0.0024 -0.0166
O -0.0018 0.0014 -0.0098
O 0.0009 0.0062 0.0025
O -0.0003 0.0036 -0.0079
O -0.001 -0.0015 -0.0001
O 0.013 -0.0147 0.0356
O -0.0029 0.0035 -0.0071
O -0.0031 0.0061 -0.0116
O -0.0002 -0.0004 -0.0054
O -0.0058 -0.0002 -0.0136
O 0.0109 0.0096 0.0287
O 0.0009 -0.002 -0.0059
O -0.0017 0.0082 -0.02

The program warned: the cutoff lies below the one the program advises for these potential files; the forces do not sum to zero within the program's tolerance; empty levels may hold ghost states of the PAW files; the exchange-correlation potential is rough where the density is thin.
